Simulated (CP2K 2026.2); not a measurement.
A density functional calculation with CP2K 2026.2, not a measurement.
Periodic cell of 513 atoms, Si351O162, from a study of silicon, its oxide and their interface. The atomic structure is a simulated model.
Doubt: the forces sum to 1.46 eV/angstrom along one axis rather than to zero, so they err by at least 0.0029 eV/angstrom per atom on average; the grid cutoff is modest.
This geometry differs little from another in the collection (a relaxation step or a small displacement).

Settings: functional PBE; method Gaussian and plane waves; basis set DZVP-MOLOPT-SR-GTH; pseudopotentials GTH-PBE; grid cutoff 350 Ry, relative cutoff 50 Ry; k points Gamma only; occupations fixed; spin none; net charge 0.

Cell vectors (angstrom)
a 16.407 0 0
b 0 16.407 0
c -0.4355 -0.0307 34.4699

Atoms and the computed forces on them: element, x, y, z (angstrom), force x, y, z (eV/angstrom)
Si 15.148 0.734 34.349 0.039 -0.063 0.236
Si 2.092 3.353 0.006 0.057 -0.044 0.216
Si 16.236 5.477 0.507 -0.014 -0.006 0.076
Si 2.669 7.76 0.193 -0.046 0.14 0.164
Si -0.282 11.065 34.238 -0.037 -0.073 0.233
Si 2.863 13.195 34.389 -0.093 0.08 0.204
Si 4.959 16.302 34.345 0.058 0.003 0.257
Si 8.273 2.16 34.367 -0.067 0.118 0.231
Si 5.133 5.872 0.437 0.008 -0.125 0.218
Si 7.616 8.645 0.26 0.009 -0.031 0.216
Si 5.388 10.821 0.501 0.007 -0.027 0.043
Si 8.373 13.053 0.091 -0.057 0.12 0.258
Si 10.824 16.315 0.443 0.007 -0.024 0.092
Si 13.357 2.956 0.42 -0.039 0.013 0.045
Si 11.28 5.352 0.184 -0.001 -0.048 0.141
Si 14.061 7.706 0.251 0.048 0.065 0.198
Si 10.462 10.71 0.198 0.098 -0.016 0.178
Si 12.543 14.082 34.415 0.063 -0.079 0.258
Si 1.061 1.549 1.215 -0.019 0.022 -0.061
Si 3.886 4.15 1.43 -0.005 0.025 -0.061
Si 1.259 6.789 1.761 -0.004 0.005 -0.048
Si 3.797 9.471 1.501 0.016 0.005 -0.036
Si 1.385 12.435 1.24 0.025 -0.025 -0.052
Si 4.094 14.991 1.309 0.02 -0.024 -0.055
Si 6.855 1.291 1.183 0 -0.011 -0.052
Si 9.554 4.065 1.249 0.014 -0.005 -0.056
Si 6.678 7.008 1.678 -0.034 0.015 -0.066
Si 9.268 9.517 1.746 -0.011 0.016 -0.072
Si 6.808 12.225 1.673 0.007 -0.009 -0.048
Si 9.382 14.8 1.457 0.007 -0.005 -0.036
Si 12.123 1.409 1.679 -0.005 0.001 -0.021
Si 14.844 4.123 1.776 0.007 0.029 -0.03
Si 12.398 6.772 1.661 0.017 -0.017 -0.071
Si 15.18 9.573 1.211 -0.016 -0.005 -0.05
Si 12.118 12.2 1.224 -0.016 0.011 -0.045
Si 14.743 15.247 1.16 -0.029 0.007 -0.045
Si 16.298 2.71 2.923 0.004 -0.006 0.025
Si 2.556 0.042 2.515 0.001 0.008 0.008
Si 16.331 8.32 2.893 0.004 0.018 0.017
Si 2.665 5.419 3.014 0.023 -0.019 0.02
Si 16.275 13.833 2.502 -0.002 -0.003 0.004
Si 2.547 10.999 2.783 -0.013 -0.012 0.017
Si 5.4 2.692 2.59 -0.004 0 0.008
Si 8.049 16.318 2.738 -0.018 -0.004 0.015
Si 5.234 8.27 3.004 0 -0.011 0.017
Si 8.147 5.445 2.703 0.001 0.003 0.002
Si 5.4 13.718 2.839 0.007 0.024 0.026
Si 8.07 10.927 3.138 0.005 0.002 0.014
Si 10.745 2.814 2.909 -0.002 0.002 0.022
Si 13.568 0.01 2.867 0.004 -0.003 0.021
Si 10.855 8.148 2.846 -0.001 -0.004 0.007
Si 13.585 5.487 3.157 -0.007 0.007 0.012
Si 10.828 13.511 2.802 0.005 -0.01 0.017
Si 13.652 10.925 2.561 0.003 0.003 -0.008
Si 1.25 4.071 4.298 0.003 0.007 -0.004
Si 3.984 1.348 3.982 0.003 0.002 -0.002
Si 1.263 9.663 4.253 -0.006 -0.012 -0.009
Si 3.98 6.829 4.347 0.001 0.006 -0.008
Si 1.228 15.109 3.997 -0.005 0 -0.001
Si 3.984 12.325 4.143 0.002 -0.006 -0.005
Si 6.72 4.079 4.054 0.001 0.004 -0.004
Si 9.395 1.328 4.148 0.01 0.004 -0.003
Si 6.632 9.578 4.376 -0.002 0.014 -0.004
Si 9.486 6.765 4.184 0.006 -0.006 0.007
Si 6.72 15.066 4.224 0.006 0.001 -0.008
Si 9.505 12.309 4.334 -0.003 0.003 -0.004
Si 12.143 4.085 4.346 0.007 -0.003 -0.003
Si 14.935 1.336 4.259 0.004 0.008 -0.004
Si 12.259 9.612 4.084 -0.004 0.003 0.001
Si 14.99 6.938 4.316 -0.002 -0.008 -0.007
Si 12.172 14.984 4.14 -0.001 0.001 -0.006
Si 14.96 12.367 3.957 -0.002 -0.004 0.001
Si 16.334 16.378 5.542 -0.002 0.003 -0.003
Si 2.678 2.673 5.522 -0.003 0 0.001
Si 16.32 5.499 5.632 0.006 0.007 0.001
Si 2.597 8.245 5.625 -0.003 0 0.004
Si 16.251 11.041 5.506 0.007 -0.005 -0.004
Si 2.581 13.725 5.442 0.001 0 -0.006
Si 5.299 0.029 5.497 -0.001 -0.002 0.002
Si 8.037 2.714 5.506 -0.008 -0.003 -0.006
Si 5.408 5.418 5.561 0.002 0.005 0.001
Si 8.095 8.146 5.568 -0.002 -0.003 -0.001
Si 5.289 11.002 5.641 0.002 -0.004 0.002
Si 8.092 13.708 5.603 0.006 0.006 0.008
Si 10.809 16.385 5.511 -0.004 -0.001 -0.007
Si 13.557 2.703 5.618 -0.002 0.002 0.003
Si 10.793 5.47 5.657 0 -0.006 0
Si 13.549 8.279 5.584 0.005 0.002 -0.003
Si 10.903 10.906 5.576 0.002 0.006 0.001
Si 13.591 13.644 5.469 0.001 0.001 -0.008
Si 1.295 1.338 6.913 0.002 0 0
Si 4.015 4.063 6.916 0.002 0.002 -0.003
Si 1.258 6.864 6.994 0.001 0 0.001
Si 3.959 9.6 6.988 -0.002 0.003 0
Si 1.239 12.368 6.877 -0.004 -0.001 -0.004
Si 3.952 15.054 6.871 0.001 -0.002 -0.007
Si 6.673 1.376 6.899 -0.003 0.006 -0.001
Si 9.406 4.064 6.935 0.002 0 0.002
Si 6.747 6.792 6.952 0.007 -0.004 -0.004
Si 9.482 9.542 6.913 0.001 -0.001 -0.005
Si 6.711 12.344 6.959 -0.001 -0.001 0
Si 9.46 15.067 6.946 0.001 0.003 0.001
Si 12.173 1.325 6.928 0.004 0 -0.001
Si 14.922 4.115 6.951 0 0.005 -0.002
Si 12.189 6.877 6.951 -0.003 0 0
Si 14.918 9.653 6.924 -0.006 0 0.002
Si 12.244 12.306 6.916 0.001 -0.003 0.001
Si 14.941 15.008 6.883 0.001 0.001 0
Si -0.083 2.732 8.27 -0.001 0.006 -0.002
Si 2.628 16.39 8.308 -0.002 0.001 -0.001
Si 16.275 8.258 8.303 0.001 0 0
Si 2.651 5.461 8.29 -0.003 0.004 0
Si 16.291 13.68 8.298 0 0.001 -0.003
Si 2.58 10.988 8.296 0.003 -0.005 0.001
Si 5.354 2.721 8.32 -0.003 0.002 0
Si 8.064 0.021 8.285 0.001 -0.001 -0.002
Si 5.364 8.198 8.288 0.002 -0.001 -0.001
Si 8.089 5.439 8.338 -0.003 0 0.001
Si 5.325 13.711 8.289 0.003 -0.001 0.002
Si 8.099 10.935 8.27 0.001 0.001 -0.001
Si 10.804 2.712 8.286 0 -0.003 -0.001
Si 13.57 16.378 8.269 -0.002 0.001 -0.001
Si 10.823 8.212 8.333 -0.001 0.001 0
Si 13.556 5.492 8.306 0.002 0 0
Si 10.842 13.671 8.274 -0.001 0.003 -0.001
Si 13.568 10.968 8.337 0 0.003 0
Si 1.273 4.099 9.657 0.002 -0.001 -0.002
Si 3.996 1.346 9.683 0 0 0
Si 1.235 9.615 9.679 -0.005 0.002 0
Si 4.001 6.836 9.662 0.003 -0.002 -0.002
Si 1.254 15.032 9.673 -0.001 -0.001 -0.001
Si 3.971 12.331 9.664 -0.002 0.002 0
Si 6.715 4.087 9.696 0.001 0.002 0.001
Si 9.439 1.367 9.669 -0.001 0.004 0
Si 6.726 9.576 9.649 0.002 -0.002 -0.001
Si 9.461 6.828 9.684 0.002 -0.001 0.001
Si 6.71 15.053 9.666 -0.001 0.003 0.001
Si 9.462 12.303 9.648 0.002 -0.004 0.001
Si 12.177 4.102 9.642 -0.001 0.002 -0.001
Si 14.944 1.362 9.627 0.002 0.003 -0.003
Si 12.185 9.596 9.691 -0.001 -0.001 0.001
Si 14.918 6.874 9.668 -0.003 0 0
Si 12.202 15.03 9.653 0.002 -0.001 -0.001
Si 14.939 12.322 9.694 0 -0.001 0.001
Si -0.108 0.005 11.021 0 0.001 -0.003
Si 2.631 2.724 11.039 -0.002 0.002 0
Si -0.096 5.496 11.006 -0.001 0.001 -0.001
Si 2.635 8.235 11.009 0 0 -0.001
Si -0.118 10.959 11.08 0.001 -0.001 0.004
Si 2.611 13.668 11.062 0.002 -0.001 0.001
Si 5.362 -0.009 11.067 0.004 0.001 0.001
Si 8.091 2.73 11.057 0.001 0 0.002
Si 5.352 5.471 11.043 -0.004 0.001 0.001
Si 8.083 8.214 11.025 -0.001 0 -0.001
Si 5.351 10.952 11.02 0.001 0 0.001
Si 8.079 13.661 11.025 0 0.001 0
Si 10.817 16.389 11.013 0 0.001 -0.001
Si 13.565 2.733 10.99 0.001 -0.001 -0.002
Si 10.836 5.465 11.043 0.002 -0.001 0.001
Si 13.554 8.229 11.054 -0.001 0 0
Si 10.81 10.956 11.058 -0.001 0.003 0.002
Si 13.557 13.684 11.044 -0.003 0.003 0.001
Si 1.271 1.345 12.401 0.002 -0.001 -0.001
Si 4 4.092 12.408 0 -0.002 0
Si 1.276 6.871 12.373 0.002 0 -0.005
Si 3.987 9.598 12.407 -0.001 0.001 0
Si 1.252 12.312 12.46 -0.004 0.003 0.006
Si 3.995 15.015 12.428 -0.003 0.002 0.001
Si 6.741 1.354 12.43 -0.001 0.003 0.002
Si 9.465 4.107 12.409 -0.001 0.001 0.002
Si 6.711 6.858 12.388 0.001 -0.001 -0.002
Si 9.423 9.584 12.413 0.001 -0.004 0.002
Si 6.711 12.299 12.421 0 0 0.001
Si 9.457 15.018 12.395 0 0 -0.001
Si 12.204 1.351 12.358 -0.001 0.004 -0.002
Si 14.926 4.124 12.352 0 0.002 -0.001
Si 12.187 6.856 12.411 0.003 0 0.001
Si 14.911 9.596 12.438 -0.001 0 0
Si 12.18 12.334 12.419 0.002 -0.003 0.002
Si 14.931 15.055 12.392 -0.001 0.002 -0.002
Si -0.119 2.74 13.699 0 0.001 -0.003
Si 2.642 16.379 13.795 0.002 -0.003 0.004
Si -0.082 8.23 13.761 0 -0.001 0.002
Si 2.642 5.501 13.735 -0.002 0 0.001
Si -0.126 13.714 13.791 -0.003 0.006 0.002
Si 2.624 10.934 13.831 0.006 -0.001 0.007
Si 5.376 2.727 13.788 0 0 0.005
Si 8.101 16.364 13.784 0.003 0 0.001
Si 5.37 8.24 13.766 -0.003 -0.002 -0.001
Si 8.081 5.501 13.74 -0.003 0.002 0.001
Si 5.336 13.636 13.821 0.003 0.002 -0.001
Si 8.067 10.94 13.82 -0.001 0 0
Si 10.848 2.705 13.73 0.006 -0.005 -0.002
Si 13.551 16.394 13.755 0.001 0.001 0
Si 10.789 8.216 13.768 0 -0.001 0
Si 13.584 5.498 13.754 -0.001 0 0.003
Si 10.807 13.679 13.812 0.001 0.004 0.005
Si 13.537 10.982 13.796 -0.004 0.004 0.001
Si 1.25 4.114 15.036 -0.001 -0.002 -0.003
Si 4.032 1.327 15.155 -0.003 0.002 -0.001
Si 1.242 9.573 15.204 -0.004 -0.003 0.001
Si 4.023 6.86 15.11 0.002 0.002 -0.005
Si 1.268 15.03 15.187 0 0.003 0.003
Si 3.974 12.28 15.246 -0.002 0.005 0.006
Si 6.767 4.117 15.116 0.003 0.001 -0.001
Si 9.522 1.305 15.112 -0.005 0.005 0.001
Si 6.694 9.581 15.214 0.002 0.001 0.009
Si 9.402 6.866 15.142 0.002 -0.007 0.004
Si 6.719 15.004 15.166 -0.003 -0.002 -0.001
Si 9.429 12.315 15.195 -0.002 -0.003 0
Si 12.201 4.103 15.07 0 0.001 0
Si 14.93 1.376 15.069 -0.003 0.006 0
Si 12.111 9.632 15.118 0.002 -0.005 -0.002
Si 14.973 6.875 15.122 0.003 0.008 -0.003
Si 12.204 15.037 15.174 0 -0.001 0.001
Si 14.905 12.368 15.164 0.006 -0.002 0.002
Si -0.095 0.071 16.464 0.003 0.001 0.005
Si 2.634 2.773 16.378 -0.008 -0.004 0.015
Si -0.079 5.438 16.461 0.005 -0.005 -0.004
Si 2.64 8.157 16.523 0.017 -0.004 0.001
Si -0.122 11.033 16.528 -0.019 -0.003 0.004
Si 2.578 13.635 16.626 0.002 0.005 0.004
Si 5.388 16.352 16.57 0.008 0 0.002
Si 8.163 2.699 16.41 0.008 0 0.011
Si 5.433 5.53 16.467 -0.005 0 0.003
Si 8.096 8.255 16.596 -0.007 0.001 0.002
Si 5.319 10.897 16.653 0.004 0 0.003
Si 8.038 13.646 16.584 -0.004 -0.003 -0.001
Si 10.867 16.39 16.573 0.005 -0.005 -0.003
Si 13.571 2.738 16.425 -0.002 -0.006 0
Si 10.769 5.422 16.403 0.006 0.011 0.008
Si 13.563 8.314 16.382 -0.009 0.002 0.004
Si 10.773 10.962 16.596 0 0.011 0.008
Si 13.531 13.677 16.598 0.005 0.008 0.002
Si 1.25 1.516 17.791 0.002 0.006 -0.018
Si 4.044 4.108 17.695 -0.006 0.01 0.002
Si 1.342 6.701 17.855 -0.01 0 -0.001
Si 3.923 9.48 18.005 -0.009 -0.004 -0.009
Si 1.213 12.265 18.079 -0.002 0.001 -0.005
Si 3.957 15.017 17.96 -0.01 -0.005 -0.02
Si 6.866 1.35 17.814 0.006 0.002 -0.022
Si 9.533 3.96 17.845 -0.019 -0.004 -0.008
Si 6.786 6.824 17.943 0.008 0.005 -0.011
Si 9.384 9.675 18.046 0.012 -0.005 0
Si 6.668 12.304 18.03 0.003 0.012 0.002
Si 9.459 14.993 17.911 -0.021 0.002 -0.01
Si 12.272 1.421 17.879 0.01 0.008 -0.005
Si 14.914 4.093 17.794 -0.015 0.005 -0.01
Si 12.154 6.89 17.569 0.002 -0.008 -0.026
Si 14.776 9.79 17.808 0.014 0.001 -0.018
Si 12.118 12.305 18.019 -0.002 -0.017 -0.008
Si 14.977 15.108 17.833 0.008 0.001 -0.016
Si -0.12 2.822 19.242 0.022 -0.015 0.065
Si 2.614 0.183 19.144 0.019 -0.011 0.072
Si -0.23 8.208 18.763 -0.025 0.003 0.076
Si 2.796 5.293 19.274 0.004 0 0.032
Si -0.131 13.826 19.328 -0.017 0.011 0.052
Si 2.504 10.739 19.488 -0.012 0.008 0.034
Si 5.427 2.76 19.002 0.008 -0.009 0.069
Si 8.243 0.047 19.268 -0.02 0 0.054
Si 5.359 8.137 19.359 0.004 -0.005 0.056
Si 8.18 5.311 19.182 -0.004 0.009 0.053
Si 5.237 13.595 19.425 -0.002 0.019 0.049
Si 7.994 11.052 19.575 0.001 -0.02 0.042
Si 10.93 2.687 19.358 0.006 0.012 0.053
Si 13.671 0.088 19.216 0.007 0.008 0.037
Si 10.94 8.214 19.055 0.002 -0.022 0.07
Si 13.394 5.468 18.922 0.004 0.036 0.073
Si 10.71 13.649 19.407 0.008 0.011 0.012
Si 13.503 11.08 19.513 -0.009 -0.007 0.041
Si 1.407 3.948 20.668 -0.04 0.028 -0.206
Si 4.297 1.28 20.391 -0.128 0.065 -0.211
Si 0.839 9.262 20.49 0.125 -0.003 -0.168
Si 4.414 6.383 20.662 -0.086 0.051 -0.203
Si 1.178 15.422 20.542 -0.014 -0.036 -0.187
Si 4.041 11.957 20.862 -0.024 0.071 -0.197
Si 6.608 4.094 20.483 0.108 -0.006 -0.204
Si 9.923 1.021 20.757 -0.035 0 -0.212
Si 6.357 9.766 20.772 0.07 -0.008 -0.241
Si 9.844 6.549 20.243 0.005 -0.046 -0.151
Si 6.52 15.356 20.401 0.083 -0.118 -0.191
Si 9.428 12.386 21.09 -0.097 0.08 -0.233
Si 12.065 4.419 20.538 -0.02 -0.084 -0.205
Si 15.294 1.169 20.602 -0.068 0.013 -0.261
Si 12.421 9.213 20.629 -0.086 0.161 -0.23
Si 14.592 7.077 20.002 0.039 -0.033 -0.216
Si 12.18 15.158 20.414 0 0.001 -0.042
Si 14.514 13.009 20.719 -0.023 -0.058 -0.183
Si 2.761 2.189 22.843 0.03 0.029 0.001
Si 0.831 5.971 24.631 -0.058 -0.055 -0.021
Si 0.379 6.584 21.908 0.022 0.062 -0.046
Si 15.76 11.107 22.595 0.081 0.015 0.03
Si 2.32 16.156 24.861 0.064 -0.001 0.062
Si 3.228 14.132 22.773 -0.075 0.019 0.029
Si 8.152 2.693 22.864 -0.067 -0.049 -0.033
Si 3.916 6.553 23.75 0.059 0.001 -0.07
Si 10.194 11.257 25.669 -0.018 -0.026 -0.046
Si 8.81 13.641 24.071 0.019 -0.047 -0.006
Si 13.74 2.893 22.803 0.043 0.015 -0.051
Si 8.26 8.119 22.535 0.011 -0.028 -0.011
Si 10.597 10.059 22.873 0.002 -0.035 -0.006
Si 14.201 9.939 24.774 -0.022 0.003 0.011
Si 0.749 9.916 24.903 0.006 0 -0.065
Si 15.977 0.463 26.18 0.023 0.049 -0.013
Si 4.238 3.919 24.884 0.036 0.008 -0.01
Si 0.657 6.839 27.474 0.034 0.02 0.097
Si 1.481 7.656 31.594 0.004 -0.034 0.103
Si 3.394 13.049 31.504 -0.082 0.123 0.014
Si 4.612 0.165 27.151 0.049 -0.04 -0.024
Si 6.188 1.327 24.855 0.029 -0.001 0.015
Si 8.723 5.58 24.136 0.011 0.007 0.003
Si 12.945 9.282 32.307 0.017 -0.028 -0.025
Si 12.762 7.795 25.995 0.009 -0.07 0.026
Si 6.26 15.045 23.276 0.089 0.001 0.09
Si 10.358 16.049 25.408 0.043 -0.001 0.002
Si 11.822 2.166 24.881 -0.047 0.006 0.057
Si 15.545 3.559 25.331 0.018 -0.024 0.047
Si 11.29 5.313 25.433 0.074 -0.008 -0.004
Si 12.85 11.502 27.18 0.009 -0.042 -0.001
Si 14.157 9.203 28.292 -0.008 0.059 0.024
Si 14.295 13.091 29.416 -0.004 0 -0.005
Si 3.277 5.558 27.382 0.019 -0.011 -0.006
Si 0.898 0.335 28.977 0.07 -0.011 0.019
Si 0.07 11.21 29.212 0.009 0.001 -0.011
Si 3.311 8.343 25.739 0.034 0.101 -0.037
Si 1.501 10.586 31.71 -0.084 0.05 0.056
Si 1.827 9.846 27.464 0.053 -0.005 0.082
Si 4.781 0.916 30.087 0.079 0.044 -0.043
Si 7.561 16.199 30.343 0.041 0.037 0
Si 8.886 5.833 27 0.025 0.027 0.053
Si 10.515 0.539 30.374 -0.035 -0.045 -0.032
Si 9.599 7.94 33.048 0.036 0.021 0.11
Si 8.097 3.565 31.557 0.045 0.012 0.03
Si 0.674 3.103 29.917 0.03 0.019 -0.031
Si 14.823 7.669 30.943 0.088 0.045 0.055
Si 15.657 0.874 31.289 0.015 0.029 0.004
Si 13.054 0.162 26.618 -0.004 -0.034 -0.003
Si 8.902 0.638 27.875 0.024 0.032 0.011
Si 3.781 2.175 32.635 -0.041 -0.065 -0.023
Si 3.44 14.98 29.193 0.03 -0.078 0.014
Si 3.073 5.228 30.318 -0.042 -0.011 -0.091
Si 5.456 4.532 32.358 0.017 -0.001 -0.042
Si 13.286 16.062 29.787 -0.049 -0.041 -0.013
Si 8.769 3.432 28.686 -0.053 0.019 -0.073
Si 10.804 3.533 30.701 0.021 0.014 -0.051
Si 10.888 8.12 30.291 -0.01 -0.068 0.028
Si 6.21 14.203 32.216 -0.057 0.062 0.051
Si 12.824 5.649 30.165 0.02 0.075 -0.002
Si 13.772 12.159 32.4 0.046 0.044 -0.062
Si 9.96 8.666 27.362 -0.003 -0.012 -0.005
Si 15.024 4.853 28.169 0.047 -0.005 -0.01
O 13.038 13.511 32.937 -0.051 0.013 -0.248
O 13.922 12.236 30.774 -0.063 -0.152 -0.012
O 2.359 2.886 33.027 -0.049 -0.085 -0.363
O 3.911 1.936 31.016 -0.35 0.133 -0.006
O 1.413 1.887 29.092 0.244 -0.036 0.08
O 0.466 4.455 34.11 0.002 -0.021 0.044
O 3.563 6.854 34.293 0.179 0.071 -0.047
O 4.23 4.852 31.374 -0.189 -0.206 -0.067
O 1.415 7.641 33.225 -0.218 0.096 0.039
O 0.943 10.498 33.256 0.211 -0.373 0.135
O 2.644 13.746 32.816 0.12 -0.1 0.097
O 5.009 13.216 31.717 -0.105 -0.089 -0.12
O 3.857 0.818 33.526 -0.329 0.149 -0.066
O 5.712 15.427 33.174 0.354 0.167 0.011
O 9.396 0.953 34.103 0.006 0 0.116
O 7.881 2.557 32.812 -0.208 -0.28 0.032
O 6.878 4.627 31.584 -0.034 0.1 -0.057
O 5.638 5.539 33.595 0.255 -0.187 0.129
O 9.736 7.857 31.418 -0.074 -0.15 -0.019
O 8.003 7.992 33.434 0.076 0.042 -0.097
O 6.049 9.743 34.195 0.114 -0.142 0.125
O 3.988 11.956 34.201 0.18 -0.16 0.077
O 7.263 13.363 33.111 0.117 0.178 -0.295
O 9.038 11.879 34.08 0.09 -0.055 -0.079
O 10.972 1.948 31.071 0.093 -0.096 0.283
O 15.677 0.349 32.83 -0.07 -0.227 -0.088
O 11.433 15.285 34.048 0.191 -0.193 -0.204
O 13.99 1.92 34.043 0.225 0.182 -0.111
O 11.925 4.088 34.128 0.12 -0.151 -0.074
O 10.238 6.517 33.628 0.138 0.089 -0.255
O 12.64 8.198 33.488 -0.069 -0.163 0.04
O 14.751 6.527 34.2 0.153 0.175 0.051
O 10.24 9.414 33.554 0.225 0.023 -0.188
O 13.131 0.117 28.234 0.088 0.246 0.105
O 11.799 15.933 30.493 0.042 0.055 0.221
O 1.232 5.218 21.713 0.271 -0.09 0.151
O 1.661 2.697 21.739 0.028 0.011 -0.17
O 4.066 1.882 21.915 0.243 -0.148 -0.036
O 2.324 0.845 23.646 0.105 -0.08 -0.235
O -0.251 10.215 21.291 -0.357 0.281 -0.137
O 1.194 7.945 21.467 -0.061 -0.261 -0.069
O 3.908 6.857 22.161 -0.102 0.073 -0.046
O 2.421 6.113 24.289 0.036 0.147 0.257
O 2.235 14.899 21.714 -0.097 0.126 0.049
O -0.001 0.046 21.134 -0.1 0.195 -0.134
O 4.848 14.366 22.835 -0.038 -0.308 -0.031
O 3.243 12.567 22.212 -0.261 -0.173 0.166
O 7.029 3.079 21.728 -0.141 -0.272 -0.089
O 5.591 5.275 21.034 0.064 0.074 -0.008
O 9.287 1.762 22.114 0.085 0.16 0.307
O 11.093 16.269 21.163 0.025 0.093 0.137
O 6.925 8.951 22.108 -0.183 -0.034 0.179
O 4.346 7.958 24.522 0.043 0.02 -0.008
O 9.017 7.548 21.239 0.034 0.152 -0.071
O 9.286 9.16 23.253 -0.104 -0.032 0.346
O 7.151 15.163 21.915 0.226 0.186 -0.095
O 5.337 0.053 20.653 -0.02 0.038 0.178
O 10.337 11.154 21.686 -0.012 0.065 0.053
O 8.99 13.156 22.503 -0.008 -0.075 -0.077
O 10.905 5.518 21.026 0.179 0.193 0.091
O 12.996 3.986 21.837 -0.127 0.139 -0.043
O 14.721 1.925 21.946 0.039 0.135 0.254
O 11.803 9.224 22.172 -0.049 -0.191 0.023
O 11.359 11.883 26.643 0.094 -0.056 -0.083
O 15.4 6.258 21.158 -0.061 -0.202 0.08
O 13.661 8.158 20.81 0.09 0.126 0.085
O 13.307 14.1 21.175 0.129 -0.206 0.226
O 0.625 10.961 23.638 0.164 0.092 -0.103
O 15.401 12.613 22.082 0.039 0.11 -0.018
O 0.788 16.087 25.429 -0.036 -0.096 -0.111
O 3.038 3.356 23.936 -0.232 0.12 0.167
O -0.021 6.685 23.463 -0.191 0.09 -0.007
O 0.468 4.402 24.888 0.021 0.108 0.187
O 1.677 5.576 27.698 -0.088 -0.112 -0.021
O 0.358 6.848 25.898 -0.113 0.051 -0.07
O 14.365 10.613 23.298 -0.138 -0.07 -0.136
O 1.069 10.702 26.285 -0.154 0.164 0.011
O 3.38 0.235 26.04 -0.143 0.079 -0.163
O 3.076 13.593 29.971 -0.17 -0.211 -0.015
O 2.694 14.664 24.247 -0.118 0.031 -0.065
O 5.797 0.083 23.872 -0.356 -0.138 -0.082
O 7.591 1.88 24.186 0.057 -0.154 0.177
O 8.696 4.153 23.357 -0.148 0.187 -0.106
O 9.489 10.048 26.571 -0.097 0.085 -0.205
O 4.859 5.272 24.174 0.085 0.034 -0.007
O 13.102 8.737 24.707 -0.033 -0.006 0.014
O 5.213 10.857 21.324 -0.07 -0.149 -0.025
O 9.843 14.894 24.372 0.235 0.131 0.067
O 7.245 14.158 24.263 -0.167 0.01 0.175
O 12.595 1.945 23.467 0.074 -0.186 -0.321
O 14.543 3.604 24.036 0.101 0.01 0.029
O 7.908 6.814 23.445 -0.199 0.005 -0.092
O 10.315 5.974 24.284 -0.094 -0.042 0.047
O 13.796 11.087 25.893 -0.079 0.048 -0.102
O 10.967 10.734 24.313 0.283 0.185 -0.195
O 12.861 10.205 28.199 0.033 0.057 -0.041
O 9.137 12.418 25.148 0.042 0.026 0.148
O 15.85 12.713 29.012 0.21 0.016 0.171
O 15.667 9.284 25.085 -0.078 -0.004 -0.103
O -0.196 0.315 27.783 0.013 -0.015 0.022
O 15.966 2.024 25.69 0.272 0.073 -0.181
O 14.502 16.182 25.937 0.026 0.03 -0.083
O 3.747 4.34 26.396 0.196 -0.125 -0.099
O 5.288 2.682 24.958 0.068 0.064 0.154
O 3.533 7.02 26.709 -0.085 -0.006 0.083
O 1.957 8.792 24.837 0.031 -0.187 -0.278
O 0.198 11.019 30.823 -0.062 -0.155 0.236
O 1.183 8.35 27.862 -0.005 -0.085 -0.153
O 2.81 11.529 31.511 0.136 -0.215 0.125
O 2.006 9.135 31.196 0.047 -0.153 -0.138
O 4.462 15.068 27.876 -0.057 -0.048 -0.054
O 4.579 1.197 28.466 0.128 0.017 -0.08
O 6.337 0.874 30.605 0.098 0.188 0.007
O 5.996 0.6 26.344 0.041 -0.222 0.23
O 8.079 5.442 25.632 -0.307 -0.034 -0.053
O 8.23 4.89 28.168 -0.112 0.05 0.108
O 8.841 7.456 27.246 -0.137 0.062 -0.089
O 14.235 8.221 29.545 -0.055 -0.092 0.042
O 13.973 8.157 27.041 0.179 0.068 0.09
O 7.772 16.214 28.718 -0.294 -0.125 -0.319
O 11.323 8.203 26.612 -0.008 -0.178 0.074
O 11.826 15.63 26.041 -0.115 -0.303 -0.189
O 13.385 12.749 28.091 0.106 0.104 -0.056
O 10.535 1.156 24.787 -0.051 0.209 0.109
O 10.267 0.697 28.767 0.096 0.023 -0.032
O 11.531 3.751 25.065 0.229 -0.109 0.092
O -0.01 7.345 31.014 -0.068 -0.302 -0.003
O 14.879 4.28 26.644 -0.22 -0.15 -0.158
O 13.942 6.306 31.176 0.222 -0.165 0.361
O 12.653 6.216 25.565 0.228 -0.065 0.239
O 12.863 10.841 32.763 -0.303 -0.137 -0.042
O 15.477 10.172 28.418 -0.075 -0.139 0.038
O 9.179 16.198 26.528 -0.362 0.071 0.102
O 12.722 1.705 26.167 0.214 0.032 0.275
O 14.157 0.749 30.636 -0.225 0.084 0.033
O 14.081 14.644 29.796 -0.037 0.142 0.287
O 15.917 3.804 29.025 0.025 0.04 0.148
O 1.84 4.156 30.329 -0.074 0.056 0.209
O 2.074 15.683 28.647 -0.084 0.053 -0.293
O 0.23 16.31 30.401 -0.138 -0.324 0.197
O 3.353 9.547 26.882 -0.177 -0.025 0.078
O 2.48 6.645 30.834 0.149 0.055 0.115
O 5.081 3.083 33.039 0.044 -0.107 0.019
O 3.881 5.35 28.885 0.34 0.047 -0.1
O 15.159 11.987 33.255 -0.14 0.272 0.092
O 1.605 10.882 28.7 0.066 0.206 -0.003
O 8.531 2.226 27.59 0.06 -0.089 -0.269
O 4.141 15.85 30.383 0.07 0.062 0.307
O 9.615 4.184 31.648 -0.064 -0.069 -0.084
O 9.057 0.069 31.003 0.053 -0.092 0.326
O 8.004 2.92 30.046 -0.152 -0.159 0.084
O 10.453 5.374 26.838 -0.023 -0.131 0.101
O 7.02 14.776 30.916 0.185 -0.227 0.077
O 14.513 8.906 31.969 0.177 0.165 0.053
O 12.172 4.361 30.927 0.039 -0.251 0.275
O 10.337 3.63 29.13 -0.076 0.236 -0.116
O -0.141 2.4 31.172 0.01 0.005 0.34
O 11.983 9.092 31.016 0.232 0.381 0.043
O 11.627 6.725 29.831 -0.102 -0.058 -0.329
O 13.538 5.088 28.803 0.05 0.105 -0.329
O 15.742 6.329 28.258 -0.157 0.038 0.154
O 10.245 8.845 28.97 -0.196 0.321 -0.061

Results
total energy: -108568.893 eV
total energy less fixed offsets of O -438.35, Si -107.03 eV per atom: 11.337 eV
